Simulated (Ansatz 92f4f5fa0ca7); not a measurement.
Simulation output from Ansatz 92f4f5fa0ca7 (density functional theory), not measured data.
Periodic cell of 278 atoms, Si167O105B1H5, from a study of silicon, its oxide and their interface. The atomic structure is a simulated model.
Doubt: the cutoff is far below the 930 eV that the study's wrapper takes by default for these files, so forces and energies are approximate.
This geometry differs little from another in the collection (a relaxation step or a small displacement).

Settings
functional: PBE
potential files: Ansatz PAW
basis: plane waves
wave-function cutoff: 580 eV
density cutoff ratio: 5
exchange-correlation grid ratio: 1
k mesh: 1 x 1 x 1, Gamma-centred
self-consistency stop: 5e-08 eV per atom in the density residual
occupations: fixed
spin: none
net charge: 0

Cell vectors (angstrom)
a 11.6015 0 0
b 0 13.3963 0
c 0 0 30.9529

Atoms: element, x, y, z (angstrom)
Si 11.615 -0.1129 24.3307
Si 3.7093 -0.1761 24.2082
Si 7.7822 -0.1001 24.0646
Si 2.0263 3.1263 24.4097
Si 5.9464 3.3499 24.2944
Si 9.8889 3.247 24.1935
Si 11.6608 6.5822 24.2857
Si 4.005 6.5664 24.1333
Si 7.7687 6.5998 24.3137
Si 1.898 9.8651 24.2179
Si 5.8185 10.0642 24.1905
Si 9.6893 9.8085 24.2404
Si 11.6708 2.0925 25.1964
Si 4.0173 2.0865 25.0034
Si 7.8788 2.1366 24.8915
Si 2.0261 5.4566 24.9207
Si 5.8569 5.5249 25.1574
Si 9.7246 5.4719 25.0158
Si 11.6236 8.7828 25.1117
Si 3.9085 8.8294 24.913
Si 7.7023 8.8498 25.0249
Si 1.8844 12.0917 25.1122
Si 5.7906 12.2783 24.9341
Si 9.6567 12.119 24.9249
Si 11.6187 2.1608 27.5115
Si 3.9317 2.1507 27.386
Si 7.7856 2.1737 27.3163
Si 1.984 5.5097 27.3285
Si 5.8189 5.5445 27.4822
Si 9.6944 5.5088 27.3879
Si 11.6097 8.8564 27.4529
Si 3.8772 8.8717 27.332
Si 7.7239 8.8937 27.3953
Si 1.9186 12.1827 27.4539
Si 5.7969 12.2656 27.3418
Si 9.6513 12.1975 27.3346
Si 1.9784 1.0464 28.1959
Si 5.8571 1.0776 28.1853
Si 9.6673 1.0384 28.1896
Si 11.6402 4.4253 28.1888
Si 3.8855 4.3993 28.1878
Si 7.7613 4.402 28.1831
Si 1.9596 7.7399 28.1756
Si 5.7989 7.7897 28.2002
Si 9.6565 7.754 28.1865
Si 11.5728 11.0986 28.2041
Si 3.8866 11.1051 28.1712
Si 7.7161 11.1306 28.1715
Si 1.9336 1.1164 30.558
Si 5.8008 1.1164 30.558
Si 9.6679 1.1164 30.558
Si 0 4.4654 30.558
Si 3.8672 4.4654 30.558
Si 7.7343 4.4654 30.558
Si 1.9336 7.8145 30.558
Si 5.8008 7.8145 30.558
Si 9.6679 7.8145 30.558
Si 0 11.1635 30.558
Si 3.8672 11.1635 30.558
Si 7.7343 11.1635 30.558
Si 0 0 0.3944
Si 3.8672 0 0.3944
Si 7.7343 0 0.3944
Si 1.9336 3.3491 0.3944
Si 5.8008 3.3491 0.3944
Si 9.6679 3.3491 0.3944
Si 0 6.6981 0.3944
Si 3.8672 6.6981 0.3944
Si 7.7343 6.6981 0.3944
Si 1.9336 10.0472 0.3944
Si 5.8008 10.0472 0.3944
Si 9.6679 10.0472 0.3944
Si 11.5791 0.0657 2.7262
Si 3.8963 0.0475 2.7441
Si 7.7002 0.0712 2.7593
Si 1.9438 3.4139 2.7598
Si 5.7698 3.406 2.7774
Si 9.6198 3.4308 2.7773
Si 11.5569 6.6967 2.7697
Si 3.8598 6.7494 2.777
Si 7.7188 6.7704 2.8124
Si 1.9254 10.0424 2.731
Si 5.8075 10.1038 2.7996
Si 9.6365 10.1022 2.7728
Si 11.5815 2.3217 3.4515
Si 3.8489 2.2659 3.5945
Si 7.6921 2.3049 3.5876
Si 1.9206 5.6512 3.5816
Si 5.7869 5.6476 3.6002
Si 9.6118 5.6458 3.6908
Si 11.57 8.9365 3.4777
Si 3.8695 8.9866 3.5812
Si 7.7294 9.0137 3.6791
Si 1.9318 12.3056 3.3569
Si 5.8048 12.3385 3.62
Si 9.6371 12.3684 3.5217
Si 11.5794 2.3947 5.7693
Si 3.9635 2.1928 6.0209
Si 7.4845 2.267 5.9989
Si 1.9283 5.6796 5.9594
Si 5.7481 5.7079 5.9848
Si 9.5611 5.6673 6.1467
Si 11.5745 8.9462 5.8152
Si 3.8712 9.091 5.9662
Si 7.7421 9.1428 6.1181
Si 1.9143 12.3214 5.6526
Si 5.7982 12.601 6.0376
Si 9.659 12.4717 5.8791
Si 1.8389 1.1052 6.4887
B 5.748 1.2276 6.1743
Si 9.6132 1.3706 6.612
Si 11.5842 4.5655 6.6971
Si 3.8452 4.4941 6.6999
Si 7.5567 4.5057 6.913
Si 1.9236 7.9492 6.73
Si 5.7869 7.9676 6.7921
Si 9.6899 7.9723 6.8877
Si 11.5744 11.2163 6.4022
Si 3.8318 11.387 6.6363
Si 7.7628 11.4793 6.8734
H 3.8209 4.5131 8.2021
H 11.6827 4.4133 8.1887
O 1.3623 0.6715 8.0184
O 3.5109 11.5124 8.2819
O 7.2895 4.4649 8.5924
O 9.9618 8.1826 8.5539
O 5.7318 7.9415 8.4731
O 1.8019 7.9923 8.3943
O 9.7756 1.7519 8.2276
O -0.0312 11.0875 8.0378
O 7.9773 11.7338 8.5206
H 0.086 -0.0318 22.835
H 0.0199 6.6557 22.7913
H 7.7002 6.5821 22.8174
O 5.8712 10.3451 22.5358
O 3.1393 12.9362 22.6333
O 6.021 3.798 22.687
O 1.9587 2.6456 22.8309
O 10.2627 3.2662 22.5551
O 7.893 -0.1673 22.3802
O 1.6647 9.6969 22.5644
O 4.2882 6.4553 22.482
O 9.6912 9.4375 22.6158
Si 3.0636 9.7129 14.2286
Si 10.6997 7.0703 19.1875
Si 5.4189 12.9212 16.7464
Si 7.3374 5.3335 9.9825
Si 8.9837 8.0605 9.8708
Si 8.7784 4.6684 19.4924
Si 2.0396 2.4783 21.2391
Si 11.3765 9.8893 19.1122
Si 3.511 0.1083 11.3524
Si 5.2367 2.3874 15.6044
Si 10.7665 12.1283 17.0409
Si 8.0861 3.0329 16.9606
Si 4.1876 6.9938 20.9376
Si 6.0356 1.4019 12.6914
Si 6.6906 8.7339 19.8259
Si 11.574 11.0359 9.6381
Si 8.1935 0.7483 21.0567
Si 3.9522 4.1868 19.7492
Si 8.4247 3.2012 11.8183
Si 0.1698 6.3182 14.3187
Si 3.1186 8.8314 17.1235
Si 8.6842 11.9618 9.9743
Si 4.0094 10.8853 9.7017
Si 10.0132 1.4324 9.8012
Si 5.4348 6.7383 11.7896
Si 1.4695 0.55 16.5311
Si 5.8899 10.6456 14.8259
Si 1.6977 12.5873 13.7487
Si 8.1828 0.0876 18.0718
Si 1.2702 6.3067 17.2483
Si 6.1763 8.8956 9.735
Si 1.8173 8.6429 9.8857
Si 7.4362 6.9103 14.2722
Si 6.2671 8.4446 16.7775
Si 2.3081 9.3964 21.0923
Si 1.2388 0.4403 9.6062
Si 9.4047 4.3553 14.5098
Si 7.683 12.1195 12.8339
Si 9.7788 8.4524 12.959
Si 2.8051 3.4581 16.9394
Si 10.4413 11.4675 13.9288
Si 9.6067 8.9689 21.077
Si 3.1271 11.8423 18.3038
Si 5.2086 10.8586 21.1342
Si 3.4807 -0.2802 21.0337
Si 6.6037 3.5508 21.1962
Si 10.5422 2.6174 21.0737
Si 2.4216 7.2053 12.4392
O 10.0086 3.6904 19.9567
O 6.6119 2.9864 16.2549
O 9.7723 1.1765 20.9806
O 4.8389 1.0066 16.3917
O 3.7004 10.243 21.0197
O 11.5247 0.1833 16.9247
O 5.8515 5.6715 10.604
O 1.8526 2.1031 16.9093
O 7.6652 4.7159 20.7133
O 9.1541 13.5046 10.1313
O 3.932 3.3736 15.7444
O 2.4971 11.2153 14.0756
O 0.5034 2.2825 20.7232
O 2.6575 3.8661 20.6767
O 2.525 9.1514 15.6508
O 8.5531 1.606 17.6014
O 4.6851 12.2533 18.0349
O 2.29 7.5291 17.6612
O 8.0007 4.0983 18.1843
O 6.9641 10.91 13.6474
O 8.3415 8.1362 13.6755
O 1.7479 7.4167 10.9615
O 3.0807 1.2907 20.7606
O 10.5506 11.4482 15.5653
O 8.1253 4.6733 11.2348
O 1.1633 9.7268 19.9758
O 6.8459 13.4704 13.1366
O 10.5905 7.6517 20.751
O 2.4882 13.3677 12.5881
O 6.2923 6.5563 13.1667
O 2.681 0.901 10.1997
O 5.6988 8.2227 11.1451
O 6.9687 8.3397 18.2549
O 5.5445 7.8124 20.5408
O 2.5372 8.7082 13.0748
O 10.2402 9.9715 13.3132
O 1.946 4.8504 16.8871
O 4.6975 9.724 14.1953
O 9.2317 3.5173 15.8994
O 5.482 2.1573 14.0162
O 7.6942 11.71 11.2516
O 5.2268 12.0217 15.3976
O 11.6006 1.3371 10.1481
O 3.8822 6.5202 12.2156
O 2.7969 7.8548 20.853
O 4.6646 8.337 17.0468
O 5.0266 12.5009 20.978
O 2.9936 10.2211 18.0126
O 9.374 12.4318 17.7907
O 0.9193 12.2945 10.0895
O 10.8899 7.4717 13.6042
O 9.0734 3.317 13.2997
O 1.5458 6.2206 13.4188
O 6.9802 12.9875 17.1183
O 6.7768 7.2928 15.7292
O 0.4709 6.7221 15.8782
O 7.0318 2.3639 11.8473
O 10.8967 8.4884 18.3469
O 10.0395 11.0702 10.1786
O 8.3592 5.5995 14.5161
O 0.3071 6.1283 18.5841
O 2.6817 12.3205 19.8202
O 6.1591 10.2874 19.932
O 7.7892 9.1732 9.7563
O 7.8089 13.3954 19.662
O 6.6156 9.8805 16.0755
O 0.5605 9.6306 10.1829
O 11.5715 11.0527 17.9907
O 4.1044 5.8033 19.8251
O 7.3238 2.1075 21.1785
O 4.8023 1.0094 11.7156
O 2.3179 12.772 17.2623
O 8.224 6.6454 9.6595
O 10.9378 4.9048 14.3299
O 9.1784 12.3708 13.4341
O 1.6768 0.2943 14.9428
O 10.163 10.2236 20.166
O 3.9763 12.0201 10.8603
O 8.0814 8.5733 20.6572
O 9.4909 2.5903 10.7797
O 0.1808 12.1677 13.3174
O 9.7003 8.1856 11.3338
O 5.5454 10.3792 9.548
O 5.3378 3.4808 20.1969
O 9.3521 6.1418 19.0687
O 3.6813 3.5378 18.2981
O 3.1559 9.555 10.096

Results
free energy: -166115.913 eV
free energy less fixed offsets of B -154.04, H -15.97, O -568.88, Si -635.61 eV per atom: -2.753 eV

Forces (eV/angstrom), in the order of the atoms: element, x, y, z
Si -0.0007 -0.0004 0.0005
Si 0.0022 -0.0012 -0.0015
Si 0.0017 0 -0.0012
Si 0.0018 0.0015 -0.0038
Si -0.0024 -0.0038 -0.0013
Si -0.0056 0.0006 -0.0021
Si -0.0002 0.0025 0.0006
Si 0.0019 0.0047 -0.0016
Si -0.0014 0.0023 0.002
Si -0.0019 -0.0019 -0.0004
Si -0.0007 -0.0018 -0.0004
Si 0.0054 -0.0015 -0.0002
Si 0.0022 -0.001 -0.0025
Si -0.0001 0.0009 0.0019
Si 0.0024 0.0008 0.0012
Si -0.0039 -0.0044 -0.0008
Si -0.0001 0.0017 -0.0017
Si 0.004 -0.0038 0.0001
Si -0.0019 0.002 0.0029
Si 0.0011 0.0016 -0.0001
Si -0.002 0.0033 -0.0001
Si -0.0002 0.0003 0.0011
Si -0.0028 0 0.0011
Si -0.0022 0.0003 0.0014
Si -0.0015 0.0036 0.0039
Si -0.0023 0.0007 -0.0011
Si -0.0008 0.0004 -0.0004
Si 0.003 0.0069 0.0031
Si 0.0009 -0.0033 0.0038
Si -0.0066 0.008 0.0004
Si 0.0012 -0.0003 -0.0052
Si -0.0015 -0.0036 -0.0009
Si 0.0023 -0.0052 0.0001
Si 0.0003 0.0005 -0.0016
Si 0.0008 -0.0004 0.0009
Si 0.0031 0.0001 -0.0023
Si 0.0085 -0.0006 -0.0008
Si 0.0018 -0.0001 0.0003
Si -0.0056 -0.0008 -0.0018
Si 0.0015 -0.0127 -0.01
Si 0.0018 -0.0064 -0.0019
Si 0 -0.0053 -0.0008
Si -0.0011 0.0016 0.0039
Si -0.001 0.012 -0.0036
Si -0.0001 -0.0004 0.004
Si -0.0021 -0.0007 0.0032
Si 0.0007 0.0032 -0.0009
Si -0.0029 0.0057 -0.0016
Si 0.1212 -0.1085 0.083
Si 0.1485 -0.1002 -0.0961
Si -0.0872 -0.2188 0.0039
Si 0.0985 0.0611 0.0134
Si -0.0473 -0.1588 -0.0582
Si 0.0878 -0.2107 -0.0384
Si 0.1341 -0.0962 -0.111
Si -0.0488 0.0044 0.122
Si -0.0513 -0.1195 -0.0258
Si -0.1158 -0.0517 0.1295
Si 0.1065 -0.1295 -0.0848
Si -0.0429 -0.0357 -0.1198
Si -0.1172 0.0917 -0.3083
Si 0.1402 0.1487 -0.1758
Si -0.1022 0.1632 0.0432
Si 0.1517 0.1343 -0.0013
Si -0.0616 0.1072 0.0797
Si -0.2072 0.2213 0.0452
Si -0.1287 -0.1214 0.0466
Si -0.0043 0.11 0.1236
Si 0.0364 0.1769 0.2984
Si 0.0294 -0.1238 -0.3192
Si 0.056 0.1242 0.2812
Si -0.0967 0.0819 0.0762
Si 0.0003 -0.0009 0.0074
Si -0.0186 0.0042 0.0499
Si 0.0097 -0.0119 0.0554
Si -0.0391 0.0243 0.0193
Si -0.008 0.0106 0.0393
Si 0.0378 0.0253 0.0248
Si -0.0047 -0.01 -0.0021
Si 0.0041 0.002 -0.0014
Si -0.0116 0.0074 -0.0012
Si 0.0092 0.006 0.0029
Si -0.0013 -0.0381 0.0238
Si -0.0064 0.0108 -0.0033
Si 0.0113 -0.0054 -0.005
Si 0.054 -0.032 -0.0421
Si -0.051 -0.0233 -0.0656
Si 0.0031 -0.0065 -0.0049
Si 0.0026 -0.0106 -0.0011
Si 0.0065 -0.0028 -0.0053
Si -0.0007 0.0013 0.0016
Si -0.0017 -0.0031 -0.0049
Si 0.0055 -0.0124 -0.0048
Si 0.0012 0.005 -0.0001
Si 0.0101 0.0526 -0.0634
Si 0.0007 -0.0027 -0.0102
Si -0.0172 0.0572 -0.0138
Si -0.072 0.0795 0.0317
Si 0.1561 0.0791 0.0281
Si -0.0041 -0.0157 -0.0001
Si 0.0081 0.0004 0.0049
Si -0.0032 -0.0302 -0.0027
Si -0.0061 -0.0165 -0.0066
Si 0.0216 0.0134 0.002
Si -0.0301 0.0409 0.0138
Si 0.042 0.0328 -0.0094
Si 0.012 -0.1006 0.0195
Si -0.0597 0.0511 0.0082
Si -0.0352 -0.0833 -0.0146
B -0.0815 -0.0109 -0.0583
Si 0.0613 -0.1161 -0.0074
Si 0.0085 0.0036 -0.0097
Si 0.0023 0.0108 -0.0006
Si -0.0173 0.0709 -0.003
Si 0.0215 0.0158 0.0047
Si 0.0033 -0.0284 -0.024
Si -0.0032 0.0204 0.0092
Si 0.0052 -0.0074 0.0238
Si -0.077 -0.0497 -0.0171
Si 0.0906 -0.0736 -0.028
H 0 -0.0043 -0.0004
H 0.0003 -0.0004 -0.0021
O 0.0086 0.0132 0.014
O 0.0101 0.0287 0.0182
O -0.003 -0.0178 0.0078
O 0.0003 -0.0028 -0.0075
O 0.001 0.0113 0.0098
O -0.0087 -0.0003 0.0059
O -0.016 0.0386 0.0228
O 0.0021 0.0006 0.0036
O -0.0222 0.0238 0.026
H 0.0002 0.0005 -0.0005
H 0.0001 -0.0008 -0.0003
H 0.0008 -0.0006 -0.0003
O 0.0001 0.0008 -0.0003
O 0.0003 0.0009 0.0003
O 0.0006 0.0015 0.0033
O 0.0004 0.0019 0.0038
O 0.0004 -0.0001 0.003
O -0.0006 0.0008 0.0003
O 0.0006 0.0004 -0.0009
O -0.0005 -0.0018 0.0044
O -0.0018 0 -0.0004
Si -0.0004 -0.0011 -0.0013
Si 0.0005 0.0001 -0.0013
Si -0.0005 -0.0002 -0.0009
Si 0.0024 0.0025 -0.0021
Si -0.0035 0.0028 0.006
Si -0.0002 0.0004 -0.0021
Si -0.0008 0.002 -0.0019
Si -0.0001 0.0005 -0.0002
Si -0.001 -0.0031 0.0034
Si -0.0001 0.0008 -0.0005
Si 0.0005 -0.0001 -0.0006
Si -0.0001 0.0007 -0.0008
Si -0.0005 0.0011 -0.0021
Si 0.0022 -0.0001 0.0023
Si 0.0003 0.0006 -0.0014
Si -0.0017 -0.0037 -0.0039
Si -0.0004 -0.0009 -0.0006
Si -0.0008 -0.0004 -0.0008
Si 0.0037 0.002 -0.0005
Si 0.0002 0.0012 -0.0019
Si -0.0001 0.0002 -0.0015
Si -0.0001 -0.0029 -0.0033
Si 0.0064 -0.0089 0.0032
Si -0.0024 -0.0003 -0.002
Si -0.0002 0.0034 -0.0011
Si 0.001 0.0005 0.0001
Si 0.0005 0 -0.0012
Si 0 -0.0017 0.0009
Si -0.0005 0.0002 -0.0008
Si -0.0001 0.001 -0.0017
Si 0.0012 -0.0026 -0.0028
Si -0.0072 -0.0039 -0.0002
Si -0.0001 0.001 -0.0019
Si -0.0001 0.0002 -0.0012
Si -0.0002 0.0014 -0.0002
Si 0.0007 -0.003 0.0009
Si 0.0001 0.0016 -0.0016
Si 0.0001 -0.0014 -0.0014
Si 0.0009 -0.0004 -0.003
Si 0.0005 0.0009 -0.0009
Si -0.0016 -0.0019 -0.0013
Si -0.0002 0.001 -0.0006
Si 0.0005 0.0002 -0.0011
Si -0.0001 -0.0001 0.0001
Si -0.0004 0 -0.0002
Si -0.0004 -0.0003 -0.0019
Si 0.0006 -0.0005 -0.0003
Si -0.0001 0.0003 -0.0032
O 0.0001 0.0003 0.0004
O 0.0004 0.0006 -0.0004
O 0.0002 -0.0002 0.0005
O 0.0003 0.0001 -0.0005
O -0.0002 0.0001 0.0003
O -0.0002 0.0008 0.0001
O -0.0006 -0.0005 -0.0013
O 0.0001 0.0001 0.0002
O -0.0006 0.0005 0.0001
O 0.0014 0.0023 0
O 0 -0.0002 -0.0008
O -0.0004 0.0021 -0.0007
O 0.0001 0.0001 0.0007
O -0.0009 -0.0021 -0.0024
O 0.0002 0.0007 0.0004
O -0.0002 0 -0.0002
O 0 0.0007 -0.0004
O -0.0003 0.0002 0.0004
O 0.0002 0.0003 0.0002
O -0.0003 0.0002 0.0006
O -0.0002 0 0.0009
O 0.0019 -0.0009 0.0006
O 0.0003 0.0009 -0.0005
O 0.0006 0.0005 0.0012
O 0.001 -0.0023 0.0012
O 0.0002 -0.0002 0.0004
O -0.0006 0.0011 -0.0008
O 0 0 0.0004
O 0.001 0.001 -0.0018
O 0.001 -0.0006 0.0007
O 0.0005 0.0018 -0.0031
O -0.0012 0.0004 0.0003
O 0 0.0001 0.001
O -0.0007 -0.0007 0.001
O 0.0004 0.002 0.0014
O 0.0006 0.0021 0.0007
O 0.0004 -0.0004 0.0003
O -0.0003 0.0007 0
O -0.0003 -0.0006 0.0003
O -0.0002 0.0001 -0.001
O -0.0011 0.0003 0.002
O -0.0001 0.0009 0.0007
O -0.0017 0.0004 -0.0033
O 0.0006 -0.0003 -0.0002
O -0.0001 -0.0006 0.0001
O -0.0001 0.0003 -0.0002
O 0.0004 0.001 0.0001
O 0.0002 0.0005 0.0001
O 0.0001 0.0005 -0.0001
O 0.0002 0.0035 -0.0048
O 0.0009 -0.0006 0.0002
O -0.0002 0 0.0005
O -0.0001 0 0.0011
O 0.0005 0.0005 -0.0001
O -0.0001 0.0007 0.001
O 0.0001 0.0003 0.0011
O -0.0013 -0.0008 -0.0038
O -0.0001 -0.0001 0
O -0.0042 0.0013 -0.0025
O 0.0007 -0.0009 0.0003
O -0.0004 0 0.0004
O 0 0.0008 0.0003
O -0.0001 0.0005 0.0001
O 0.0009 0.0001 -0.0006
O -0.0002 0.0001 0.0006
O -0.0003 0.0002 0.0004
O -0.0008 0.0054 -0.0025
O -0.0002 0.0002 -0.0001
O -0.0001 0.0001 0.0002
O -0.0012 0.0009 -0.0001
O -0.001 -0.0003 -0.0016
O 0.0001 0.0002 -0.0001
O -0.0009 -0.0031 -0.0026
O -0.0002 -0.0007 0
O 0.0008 0.0001 0.0002
O 0.0004 0.0006 -0.0006
O -0.0001 0.0004 0.0002
O -0.0005 0.0037 0.0011
O -0.0001 -0.0001 0.0003
O -0.0031 0.0023 0.0002
O 0.0011 0.0016 -0.0004
O 0.0009 0.0013 0
O -0.0005 0.0046 -0.0001
O -0.0002 0.0007 0.0008
O -0.0003 0 0.0003
O 0.0011 0.0016 0.0002
O 0.0034 0.0024 0.0003

The program warned: the cutoff lies below the one the program advises for these potential files; the forces do not sum to zero within the program's tolerance; the exchange-correlation potential is rough where the density is thin.
